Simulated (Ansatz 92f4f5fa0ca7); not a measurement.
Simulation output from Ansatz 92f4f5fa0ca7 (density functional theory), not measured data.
Periodic cell of 422 atoms, Si266O156, from a study of silicon, its oxide and their interface. The atomic structure is a simulated model.
Doubt: the cutoff is far below the 930 eV that the study's wrapper takes by default for these files, so forces and energies are approximate.
This geometry differs little from another in the collection (a relaxation step or a small displacement).

Settings: functional PBE; potential files Ansatz PAW; basis plane waves; wave-function cutoff 580 eV; density cutoff ratio 5; exchange-correlation grid ratio 1; k mesh 1 x 1 x 1, Gamma-centred; self-consistency stop 5e-08 eV per atom in the density residual; occupations fixed; spin none; net charge 0.

Cell vectors (angstrom)
a 15.4687 0 0
b 0 12.8259 0
c 0 0 36.7892

Atoms and the computed forces on them: element, x, y, z (angstrom), force x, y, z (eV/angstrom)
Si 0.068 1.112 34.153 0.004 -0.002 0.003
Si 3.979 1.18 34.097 0.003 0 -0.001
Si 7.804 1.177 34.148 0.001 -0.002 -0.005
Si 11.665 1.162 34.143 0.004 0 -0.001
Si 1.906 7.575 34.078 0 0.002 -0.003
Si 5.786 7.593 34.097 -0.004 0 -0.002
Si 9.637 7.575 34.114 0.003 -0.003 -0.003
Si 13.501 7.571 34.062 0 0.003 -0.004
Si 1.934 5.247 34.522 0.466 -0.091 -0.131
Si 5.801 5.247 34.522 -0.547 0.081 -0.633
Si 9.668 5.247 34.522 -0.051 0.299 -0.036
Si 13.535 5.247 34.522 -0.04 -0.073 0.397
Si 0 11.66 34.522 0.095 -0.736 -0.21
Si 3.867 11.66 34.522 -0.167 0.387 0.305
Si 7.734 11.66 34.522 -0.054 0.105 0.447
Si 11.602 11.66 34.522 -0.028 -0.288 -0.066
Si 0 4.664 35.759 -0.086 0 -0.05
Si 3.867 4.664 35.759 0.004 0.062 0.129
Si 7.734 4.664 35.759 0.082 -0.158 -0.217
Si 11.602 4.664 35.759 0.023 -0.033 0.005
Si 1.934 11.077 35.759 -0.029 0.03 0.027
Si 5.801 11.077 35.759 0.012 -0.079 -0.026
Si 9.668 11.077 35.759 -0.055 -0.055 0.015
Si 13.535 11.077 35.759 0.001 -0.02 -0.061
Si 0 2.332 36.171 0.042 -0.051 0.111
Si 3.867 2.332 36.171 0.116 0.022 -0.09
Si 7.734 2.332 36.171 0.038 0.04 0.317
Si 11.602 2.332 36.171 0.283 0.003 0.265
Si 1.934 8.745 36.171 -0.023 -0.073 -0.156
Si 5.801 8.745 36.171 0.051 0.041 -0.031
Si 9.668 8.745 36.171 -0.067 0.059 -0.039
Si 13.535 8.745 36.171 -0.11 -0.125 -0.251
Si 1.934 1.749 0.619 -0.055 0.003 -0.036
Si 5.801 1.749 0.619 -0.048 0.055 0.025
Si 9.668 1.749 0.619 -0.053 0.024 0.017
Si 13.535 1.749 0.619 -0.043 0.06 0.049
Si 0 8.162 0.619 0.05 -0.024 -0.071
Si 3.867 8.162 0.619 0.003 -0.069 -0.024
Si 7.734 8.162 0.619 0.112 0.015 -0.026
Si 11.602 8.162 0.619 0.013 0.005 -0.061
Si 0 5.83 1.031 0.077 0.021 0.059
Si 3.867 5.83 1.031 0.008 0.013 0.035
Si 7.734 5.83 1.031 -0.056 0.069 0.037
Si 11.602 5.83 1.031 -0.03 0.04 0.069
Si 1.934 12.243 1.031 -0.029 -0.014 0.03
Si 5.801 12.243 1.031 -0.041 0.028 0.002
Si 9.668 12.243 1.031 0.055 0.069 0.051
Si 13.535 12.243 1.031 0.029 -0.017 0.022
Si 1.934 5.247 2.268 -0.01 0.043 0.162
Si 5.801 5.247 2.268 -0.008 -0.059 0.141
Si 9.668 5.247 2.268 -0.055 -0.037 0.074
Si 13.535 5.247 2.268 0.021 -0.003 0.139
Si 0 11.66 2.268 -0.04 0.093 0.178
Si 3.867 11.66 2.268 -0.083 0.044 0.081
Si 7.734 11.66 2.268 -0.202 0.095 0.241
Si 11.602 11.66 2.268 0.03 -0.022 -0.078
Si 1.934 2.915 2.68 0.054 -0.041 -0.016
Si 5.801 2.915 2.68 0.035 -0.131 -0.111
Si 9.668 2.915 2.68 0.045 0.002 0.034
Si 13.535 2.915 2.68 0.05 0.071 0.053
Si 0 9.328 2.68 -0.043 0.003 0.091
Si 3.867 9.328 2.68 -0.004 0.088 0.037
Si 7.734 9.328 2.68 -0.112 -0.011 0.017
Si 11.602 9.328 2.68 -0.015 -0.074 -0.035
Si 0.975 -3.595 23.861 -0.001 0 -0.001
Si 4.728 1.774 27.825 -0.005 0 0.011
Si 9.278 5.477 30.419 0.003 0.003 -0.002
Si 6.867 4.493 24.054 -0.002 -0.002 -0.003
Si -2.84 2.623 17.681 -0.005 -0.002 0.001
Si 5.771 5.806 30.482 -0.012 0.005 -0.005
Si 7.108 12.614 26.711 -0.005 0.004 0.003
Si 8.911 0.972 24.749 0.001 -0.001 -0.002
Si 2.227 2.574 22.364 0.005 -0.003 0.003
Si 12.565 2.082 24.051 0.004 0 -0.001
Si 2.146 5.544 22.792 0.002 0 0
Si 15.618 3.278 27.277 0.001 -0.002 -0.003
Si 7.363 8.871 29.151 -0.004 0.001 -0.014
Si 6.098 13.531 30.849 0.004 0 0.002
Si 11.584 4.844 25.26 0.002 -0.002 0
Si 11.595 12.481 25.619 -0.002 0.001 0.003
Si -4.306 -0.303 27.9 -0.003 0.001 -0.003
Si 4.048 1.475 30.048 0.004 0.002 -0.007
Si 0.279 4.381 18.909 0.004 0.004 0.001
Si 11.796 1.165 29.619 -0.001 -0.001 0.002
Si 1.873 10.976 31.025 -0.001 0.005 -0.003
Si 1.705 9.689 28.907 0.001 -0.001 0.001
Si 11.652 9.484 25.273 -0.001 0.004 0.003
Si 13.327 7.024 29.473 0.001 0 0
Si -1.739 0.495 30.721 0.003 -0.001 0.001
Si 11.456 3.48 29.205 -0.002 0.003 0.004
Si 8.163 1.488 29.691 -0.003 -0.002 -0.003
Si 17.041 1.587 19.502 0.006 -0.001 0.005
Si 1.844 7.362 29.49 -0.002 0 -0.004
Si 7.669 7.128 30.662 0.007 -0.003 0.001
Si 9.066 10.483 29.264 0.004 -0.006 -0.001
Si 13.513 10.912 31.096 0 0 -0.001
Si 8.946 4.447 21.684 0 0 -0.001
Si 2.066 5.865 27.571 0.004 0.007 0.003
Si 9.908 0.738 31.031 -0.001 0 -0.012
Si 20.686 -3.306 29.816 -0.004 -0.003 0.003
Si -0.095 6.729 30.763 0.001 0.002 -0.002
Si 3.885 10.155 27.969 0.001 0.001 -0.006
Si 11.805 4.364 31.409 -0.005 -0.003 -0.006
Si 11.466 6.589 30.882 0.003 0.001 -0.003
Si 0.042 4.431 31.406 0.006 -0.006 -0.004
Si 4.555 4.633 28.819 -0.018 -0.016 -0.003
Si 9.07 3.664 28.751 0.001 -0.007 -0.003
Si 12.95 5.011 27.979 -0.002 0.003 -0.006
Si 4.031 7.518 30.636 -0.001 0 0
Si 5.774 11.185 31.364 0.004 0.002 -0.004
Si 11.108 10.147 28.169 0.002 -0.01 -0.01
Si 15.639 14.486 29.781 0.004 0.001 -0.01
Si 1.991 3.948 32.506 -0.01 0.002 0.016
Si 5.59 4.189 32.301 -0.02 -0.005 0.009
Si 9.746 4.16 32.438 0.009 0 0
Si 13.66 3.869 32.646 0.007 -0.002 -0.001
Si -0.017 10.428 32.39 0 0 -0.003
Si 3.778 10.578 32.471 -0.003 -0.004 -0.005
Si 7.72 10.512 32.51 -0.003 0.002 -0.006
Si 11.606 10.443 32.446 0.002 0.001 -0.002
Si 1.994 1.621 32.906 -0.003 0.002 -0.011
Si 5.968 1.856 32.868 0.004 0.001 -0.004
Si 9.735 1.873 33.011 -0.006 0.002 0.002
Si 13.629 1.55 32.891 -0.002 0 -0.007
Si -0.034 8.069 32.785 0.001 -0.002 -0.001
Si 3.844 8.233 32.884 0.002 -0.002 -0.005
Si 7.72 8.16 32.834 0 0.002 0.003
Si 11.532 8.067 32.799 0.001 -0.002 -0.003
Si 0 2.332 3.917 -0.043 0.248 0.2
Si 3.867 2.332 3.917 -0.075 0.032 -0.253
Si 7.734 2.332 3.917 -0.234 0.136 -0.103
Si 11.602 2.332 3.917 0.106 0.137 -0.081
Si 1.934 8.745 3.917 0.115 0.145 0.305
Si 5.801 8.745 3.917 0.148 -0.468 -0.973
Si 9.668 8.745 3.917 0.327 0.001 0.167
Si 13.535 8.745 3.917 -0.13 -0.113 -0.111
Si 1.95 6.413 4.354 -0.002 0.001 0.001
Si 5.779 6.431 4.336 -0.001 0.002 0.003
Si 9.635 6.416 4.341 0.002 0.001 0.003
Si 13.532 6.406 4.363 0.001 0 0.001
Si -0.049 12.842 4.352 0.001 0.002 0.003
Si 3.814 12.832 4.342 -0.005 -0.002 0.001
Si 7.689 12.827 4.384 -0.009 -0.001 0.005
Si 11.614 12.843 4.31 0.001 -0.002 0.004
Si 0.018 5.877 5.629 -0.001 -0.001 -0.001
Si 3.883 5.891 5.651 0.011 -0.015 0.011
Si 7.687 5.955 5.637 -0.004 0 0.005
Si 11.561 5.805 5.574 -0.002 -0.002 0.001
Si 1.872 12.309 5.6 0.001 -0.004 -0.004
Si 5.706 12.228 5.617 0.006 0.003 0.004
Si 9.695 12.241 5.51 0.003 0 0.003
Si 13.496 12.234 5.604 0.001 0.001 -0.001
Si 0.008 3.539 6.003 -0.001 0.003 0
Si 3.851 3.467 5.97 -0.01 0.004 -0.004
Si 7.619 3.574 5.93 0.006 0.002 -0.005
Si 11.548 3.462 5.994 0.001 0.001 -0.003
Si 1.978 10.007 5.986 0.01 0.008 -0.002
Si 5.912 9.906 5.838 0.006 0 0.001
Si 9.841 9.938 5.987 0.001 -0.002 0
Si 13.571 9.886 5.967 0 0.001 0
Si 1.939 2.926 7.249 0.004 -0.002 -0.005
Si 5.203 -1.052 7.958 0.006 0.007 -0.009
Si 11.319 0.702 8.879 0.002 0.006 0
Si 10.134 1.673 22.049 0.002 0.001 0
Si 0.014 9.369 7.233 -0.002 0.002 -0.001
Si 4.027 9.73 7.199 -0.031 -0.022 0.008
Si 7.816 7.28 7.667 -0.002 -0.001 -0.005
Si 14.916 10.601 9.221 0 0.003 -0.009
Si -1.942 2.955 7.218 -0.002 -0.006 -0.002
Si 2.075 6.466 8.887 -0.009 -0.001 0.002
Si 5.771 4.82 10.641 0.03 0.025 0.016
Si 15.294 12.977 8.964 -0.002 0 0.002
Si -1.086 7.556 13.507 -0.001 0.002 0.006
Si 12.732 18.069 14.266 -0.003 0.007 -0.002
Si 13.38 13.474 7.638 0 0.001 -0.001
Si 11.085 11.879 10.514 0 -0.002 0.002
Si -2.609 4.997 19.808 -0.001 0.002 0.001
Si 3.199 12.334 11.295 -0.001 -0.007 -0.01
Si 2.938 6.94 11.029 -0.006 -0.006 -0.005
Si 11.621 6.957 7.644 0.001 0.003 -0.004
Si -2.15 16.753 9.399 0.002 0.002 0.003
Si 7.824 16.444 10.541 -0.007 0.013 0.006
Si 3.585 16.121 13.456 0.011 0.001 0.03
Si 9.485 15.682 7.064 0.003 -0.007 0.004
Si 1.821 0.619 7.71 0.005 -0.002 0.001
Si 7.618 -1.184 8.451 -0.002 0.006 0.004
Si 11.754 9.305 7.363 0.001 0.001 -0.003
Si 11.263 2.846 9.994 0.002 -0.007 0.001
Si 5.924 8.203 13.098 -0.006 0.007 0
Si 0.719 11.887 12.941 0.004 -0.002 0.003
Si 10.397 6.891 15.644 0.001 0.002 0.003
Si 5.779 6.992 8.737 0.04 -0.025 -0.014
Si -3.008 -1.385 15.29 0.002 -0.003 0.004
Si -0.607 2.203 11.438 -0.004 -0.006 -0.006
Si 8.389 -0.827 10.64 0.001 -0.004 0
Si 9.338 0.494 7.556 -0.002 0.001 -0.005
Si 1.491 11.194 15.6 -0.002 -0.002 0.001
Si 3.835 7.39 7.574 -0.026 0.081 -0.016
Si 9.766 9.965 15.003 0.004 0.001 0.007
Si 13.276 12.8 12.678 -0.005 -0.004 0.001
Si -6.659 -0.641 16.985 0.002 0.001 0
Si 3.707 0.313 9.127 -0.013 0 -0.003
Si 3.962 3.451 11.008 -0.015 -0.019 -0.026
Si 5.304 7.111 11.023 -0.001 -0.012 0.027
Si 2.843 4.247 9.017 0.018 0.005 0.003
Si 1.712 9.804 11.331 -0.008 0.029 -0.009
Si 7.887 9.611 12.493 0.002 0.003 -0.003
Si 13.51 6.263 8.918 0.001 0.002 0.005
O -10.332 10.791 24.045 0.001 0.002 -0.001
O -6.828 11.234 20.916 0.001 0 0
O 1.535 -0.401 26.628 0.002 0.001 0
O 3.61 11.846 22.155 0.001 0 -0.002
O 15.991 20.254 13.257 0.002 0.001 -0.001
O 1.815 12.793 12.106 0.003 0.002 0
O 15.997 15.629 19.248 0 0 -0.002
O 9.194 10.729 16.333 0 0 -0.002
O 5.993 19.71 14.13 -0.001 0.011 -0.003
O 20.248 9.232 13.754 0.004 -0.005 -0.003
O 16.269 4.933 14.002 0.002 -0.005 0
O 27.955 4.98 21.412 0.001 0.001 -0.002
O 32.765 16.947 22.088 0.002 -0.001 -0.001
O 2.798 1.521 18.406 -0.001 0.002 -0.002
O 15.103 8.557 26.743 0.002 -0.001 -0.002
O 0.752 12.211 14.539 0.001 0.003 -0.004
O -9.456 2.123 21.558 0 0 -0.002
O 10.977 28.137 11.605 0 -0.001 -0.003
O 16.895 21.981 22.267 0.001 0 -0.001
O -3.446 12.185 16.671 0.001 0.001 -0.001
O -0.006 17.27 17.306 0 0 -0.002
O -15.535 1.129 10.319 0.002 0.002 -0.003
O -7.957 23.828 11.678 -0.002 0.003 0.001
O 20.133 9.241 26.794 -0.001 0.002 -0.001
O 29.071 9.568 19.891 0 0.001 0
O 8.917 6.328 12.142 -0.002 -0.003 -0.002
O -3.488 -0.604 11.885 0.002 0.004 0.002
O 9.119 -6.941 15.702 -0.001 0.001 -0.003
O 20.621 3.379 27.885 0.003 0.007 0.002
O 17.85 34.032 11.535 0.023 -0.002 0.02
O 39.895 -24.311 23.156 -0.002 0.001 0.001
O 19.361 -1.103 27.424 -0.001 -0.005 0.001
O 5.351 14.186 19.132 0 0.001 -0.001
O 6.78 -3.807 25.075 0 0 -0.004
O 29.706 7.975 15.081 0.001 -0.001 -0.004
O 8.557 17.314 17.859 0.001 -0.001 -0.003
O 18.986 1.435 26.746 -0.002 0.001 -0.011
O -8.249 9.14 20.094 0.001 0.002 -0.001
O 10.228 0.501 20.909 0 0 -0.002
O 16.579 10.718 24.537 0 0 -0.001
Si 9.008 -0.233 20.093 -0.001 0 -0.001
Si 20.738 13.535 13.321 0.012 -0.01 -0.005
Si 19.577 0.538 18.457 0.003 -0.001 0.002
Si 1.29 7.885 21.207 0.002 0.001 0.002
Si 6.293 9.471 26.55 0.002 -0.003 0.005
Si 7.861 22.443 7.164 0.001 0.004 0.002
Si 5.77 15.673 7.232 -0.002 -0.01 0.014
Si 1.06 -9.513 13.968 -0.007 0.003 0.001
Si 4.345 -0.702 23.607 -0.001 0.001 -0.002
Si 5.092 4.755 8.358 0.004 -0.047 -0.036
Si 12.773 12.406 18.105 -0.001 -0.002 -0.003
Si 15.91 11.81 25.586 0.002 0.001 -0.003
Si 12.462 10.086 9.588 0.001 0.001 -0.002
Si 11.543 5.951 22.342 -0.001 0 -0.001
Si 3.266 7.213 16.278 0 0.001 0.006
Si 5.234 14.809 9.475 0.015 -0.001 -0.005
Si 10.928 15.916 13.11 0 0 -0.001
Si 0.016 6.994 7.76 0.002 0.003 0
Si 18.573 -0.108 26.388 -0.001 0.001 0
Si 12.051 9.991 19.895 0.002 0 0
Si 21.515 18.062 14.369 0.005 -0.002 0.006
Si 4.437 24.307 20.777 0 0.001 0.001
Si 3.694 16.528 30.895 0.036 0.013 -0.031
Si 14.476 16.412 16.296 0 0.003 0.005
Si 8.319 -8.263 16.243 0.006 0.001 0.004
Si 31.361 -0.995 18.375 0.003 -0.003 -0.002
Si 1.619 6.284 13.642 0 0.01 -0.005
Si 13.189 -3.366 29.13 -0.003 0.001 -0.003
Si -0.509 21.984 19.134 0 0.001 -0.003
Si 10.94 7.279 18.676 0 0.002 -0.002
Si 9.672 7.396 11.151 0.003 -0.004 0.002
Si 17.495 0.536 30.769 -0.003 -0.007 0.006
Si 8.485 4.759 12.401 0.001 0.004 -0.012
Si 21.448 -3.374 23.734 -0.001 0.001 -0.003
Si 9.664 -1.589 31.387 0.004 0.001 0
Si -2.777 8.262 11.139 0.004 0.001 -0.002
Si 20.739 14.927 23.015 -0.005 0.006 0.001
Si 2.649 6.407 19.073 0.004 0.004 -0.002
Si 10.088 14.864 15.748 -0.001 -0.001 0.003
Si 7.122 14.195 10.901 -0.018 -0.009 0.005
Si -5.958 -8.72 9.04 -0.001 0.006 -0.002
Si 9.67 6.493 8.919 -0.003 -0.003 0.004
Si -9.808 8.639 20.211 0.001 0.003 0
Si 20.747 6.638 18.211 0.001 0 0.001
Si -0.424 9.896 27.716 0 0.006 -0.003
Si 21.256 12.199 16.125 0 0 0
Si -0.798 -3.615 16.039 0.002 0.001 0.002
Si 10.848 8.908 22.323 0 0 -0.001
Si 4.221 22.719 15.159 -0.001 0.002 0.007
Si 1.314 6.622 25.389 0.004 0.001 0.003
Si 6.261 13.8 20.428 0 0.001 0.001
Si 8.811 16.691 26.259 0.004 -0.003 0.008
Si 15.434 1.811 24.427 -0.001 0 -0.002
Si 8.822 25.429 28.224 0.004 0.012 0
Si 20.556 6.814 22.664 0 0.002 0
Si 14.388 20.874 25.35 0.005 0 -0.005
Si 23.703 5.625 18.979 0.001 0.001 0
Si 23.559 9.763 21.332 0 0.001 -0.002
O 21.483 39.375 27.273 0.005 0 -0.004
O 5.861 12.281 20.909 0.001 0.001 -0.002
O 3.676 18.856 22.498 -0.001 0 -0.003
O 24.524 15.153 25.678 -0.001 0.007 0.001
O 9.991 5.637 22.01 0.003 0.002 0
O -11.74 -13.599 19.41 0.001 0.002 -0.002
O 17.771 -5.806 17.586 0 0.001 -0.003
O 8.736 -15.469 13.769 -0.001 0.003 -0.001
O -10.002 -15.044 15.933 0.002 0.006 -0.004
O 15.984 2.638 12.55 0.004 0.001 0.001
O 12.071 -9.501 24.972 0 0.002 -0.001
O 22.923 4.555 25.592 -0.001 0.001 -0.005
O 8.822 8.786 11.398 -0.002 0.003 -0.002
O 2.572 6.668 14.916 0.001 -0.002 -0.005
O 9.482 26.24 16.154 0.002 0.002 -0.002
O -1.83 10.403 15.675 -0.001 0.003 -0.003
O 14.676 -0.816 12.342 0 0 -0.003
O 4.169 18.605 19.074 0.001 0.001 -0.002
O 1.35 -8.473 27.604 0.002 0 -0.002
O 11.997 24.301 19.205 0.001 0.002 0
O -0.859 21.523 17.596 0.001 0 0
O -1.138 -0.871 17.929 0.002 0.001 -0.001
O 4.453 -0.336 12.35 -0.001 0 0.002
O 21.111 -5.519 21.193 0.001 0 -0.001
O 37.686 4.786 15.796 -0.002 0.002 -0.002
O 18.004 5.959 12.319 0.004 -0.001 0
O -0.205 0.224 24.775 0.001 0 -0.002
O 15.635 -10.041 25.723 0.001 0.002 0
O 8.025 -7.911 20.426 0 0.001 -0.001
O 13.525 17.545 15.582 0.004 -0.003 0.002
O 34.668 15.385 22.93 -0.002 -0.003 -0.006
O 14.429 3.538 10.596 0 0.002 -0.004
O 12.789 21.133 25.42 -0.001 0 -0.002
O 1.144 23.146 12.769 0.001 0.001 -0.002
O -14.051 11.911 17.072 0.001 0.002 -0.001
O -15.465 -9.576 30.223 -0.006 0.005 0.001
O 17.26 -17.547 24.768 0.001 0 -0.002
O -10.302 8.199 18.719 0.001 0 -0.002
O 19.034 8.786 16.124 0.002 0.003 -0.002
O -9.526 3.153 24.042 -0.001 -0.003 -0.005
O 11.568 -2.724 21.457 0.001 0.001 -0.001
O -3.259 11.023 25.142 0.001 0.002 -0.003
O 4.249 14.674 13.892 -0.009 0.014 -0.004
O 13.591 27.177 12.248 0.002 0.006 -0.002
O 4.698 -2.952 20.708 0 0.001 -0.002
O -3.113 -9.098 18.893 0.002 -0.002 -0.004
O 31.405 -15.84 10.286 -0.004 -0.018 0.009
O 7.104 4.685 13.263 -0.004 -0.003 0.001
O 25.481 -8.005 25.68 -0.001 0.001 -0.002
O -1.945 -18.582 10.377 -0.001 0.003 -0.001
O 14.112 2.295 23.586 0 0.001 -0.001
O 15.1 6.559 25.267 -0.001 0.001 -0.004
O 2.589 7.571 20.243 0 0 -0.002
O 12.369 5.52 26.521 0.001 0.002 0.002
O -12.509 -14.89 10.873 -0.012 0.017 -0.001
O 10.117 12.715 24.944 -0.001 0.002 -0.004
O 1.595 -7.611 19.346 -0.002 -0.003 -0.001
O -4.246 7.676 11.632 0.005 0.003 -0.001
O -5.583 21.175 15.142 0 -0.001 -0.003
O 16.18 -15.897 15.715 0.002 0.002 -0.002
O 4.573 -12.74 16.965 0.003 0 -0.004
O 24.906 19.566 19.079 0.002 0.001 -0.001
O 9.743 15.903 21.319 0 0.003 -0.002
O 22.689 -4.295 27.518 0 0 0.003
O 3.306 -0.384 24.801 0.002 0 0
O 9.323 12.221 18.536 0.001 0.001 -0.001
O 20.394 -17.412 23.44 0 0.001 -0.003
O 7.182 -0.468 16.947 -0.002 0.001 -0.002
O 15.492 15.639 15.208 0.003 0.002 -0.007
O 6.086 18.661 23.528 0.002 0 -0.001
O 17.385 -7.379 24.406 0 0 -0.005
O 2.194 27.37 20.99 0 0.006 0.001
O 28.056 13.624 25.045 0.004 0.003 -0.004
O 23.55 -8.605 23.021 0.001 0.001 -0.002
O -1.23 -21.585 27.629 0 0.001 -0.001
O 24.338 15.95 15.724 -0.001 0.001 -0.002
O 11.859 5.721 23.922 0.001 0.002 -0.003
O 12.976 -0.227 14.266 0.001 0.004 -0.002
O 26.244 -3.632 23.929 0 -0.001 -0.003
O -0.619 -16.791 23.998 -0.001 0 0.001
O 1.254 14.743 23.464 0.007 0.003 -0.008
O 3.7 18.376 27.729 0.001 0 0.002
O 42.529 14.667 22.769 0 0.002 -0.002
O 15.555 8.008 20.116 0 0.001 -0.002
O 12.15 44.848 19.28 0.001 0.001 -0.001
O 13.703 18.923 13.289 0.003 -0.004 -0.003
O 20.056 4.485 14.141 -0.006 -0.006 -0.003
O 31.192 14.704 28.139 -0.001 -0.004 0.006
O 16.217 -12.636 19.422 0.002 0.005 0.001
O -3.19 3.94 13.41 0.004 -0.001 -0.003
O 11.718 20.374 22.045 0.001 0.001 -0.001
O -16.452 -7.821 19.726 0.003 0 -0.002
O -4.193 15.39 16.744 0.005 0.002 0
O 23.297 0.898 20.061 -0.001 0.002 -0.001
O -25.024 12.82 14.627 -0.003 0 0.002
O 26.262 35.083 26.669 0 0.006 0.009
O 25.163 -8.698 13.272 0.001 0 -0.001
O -3.973 -6.606 14.664 0.001 0.001 -0.003
O 13.619 8.595 12.483 -0.002 0 -0.005
O 26.682 -2.203 14.638 0 0.001 -0.004
O -4.363 19.976 17.074 0.002 0 -0.002
O -0.639 11.137 26.625 0 -0.003 0.003
O 12.749 13.996 18.459 0.001 0.007 0
O 0.584 10.378 19.102 0.002 0.002 -0.001
O 4.728 -6.3 16.656 0.002 0 -0.004
O 1.056 19.41 22.161 0.001 0 -0.002
O -7.943 0.223 25.173 -0.001 0 -0.003
O 6.813 6.235 18.469 0 0.001 -0.002
O -12.459 23.821 15.003 0.003 0.002 -0.004
O 6.53 -1.743 26.73 -0.001 0.003 -0.005
O -20.237 14.739 14.224 0.002 0.001 -0.003
O 7.065 9.809 22.593 0.001 0 -0.001
O 9.32 -16.868 21.76 0.002 0.001 -0.001
O 11.137 -3.978 19.126 0.001 0.001 -0.001
O 36.289 13.397 23.547 0 0.003 -0.001
O 6.506 14.164 12.458 0.003 0.008 -0.012

Results
free energy: -257812.060 eV
free energy less fixed offsets of O -568.88, Si -635.61 eV per atom: 5.480 eV

The program warned: the cutoff lies below the one the program advises for these potential files; the exchange-correlation potential is rough where the density is thin.
